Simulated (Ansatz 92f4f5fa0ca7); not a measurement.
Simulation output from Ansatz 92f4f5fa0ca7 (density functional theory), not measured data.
Periodic cell of 375 atoms, Si241O134, from a study of silicon, its oxide and their interface. The atomic structure is a simulated model.
Doubt: the cutoff is far below the 930 eV that the study's wrapper takes by default for these files, so forces and energies are approximate.

Settings: functional PBE; potential files Ansatz PAW; basis plane waves; wave-function cutoff 580 eV; density cutoff ratio 5; exchange-correlation grid ratio 1; k mesh 1 x 1 x 1, Gamma-centred; self-consistency stop 5e-08 eV per atom in the density residual; occupations fixed; spin none; net charge 0.

Cell vectors (angstrom)
a 11.6015 0 0
b 0 13.3963 0
c 0 0 41.8156

Atoms: element, x, y, z (angstrom)
Si 0 2.2327 1.1851
Si 3.8672 2.2327 1.1851
Si 7.7343 2.2327 1.1851
Si 1.9336 5.5818 1.1851
Si 5.8008 5.5818 1.1851
Si 9.6679 5.5818 1.1851
Si 0 8.9308 1.1851
Si 3.8672 8.9308 1.1851
Si 7.7343 8.9308 1.1851
Si 1.9336 12.2799 1.1851
Si 5.8008 12.2799 1.1851
Si 9.6679 12.2799 1.1851
Si 1.9336 1.1164 1.9745
Si 5.8008 1.1164 1.9745
Si 9.6679 1.1164 1.9745
Si 0 4.4654 1.9745
Si 3.8672 4.4654 1.9745
Si 7.7343 4.4654 1.9745
Si 1.9336 7.8145 1.9745
Si 5.8008 7.8145 1.9745
Si 9.6679 7.8145 1.9745
Si 0 11.1635 1.9745
Si 3.8672 11.1635 1.9745
Si 7.7343 11.1635 1.9745
Si 1.9336 1.1164 4.3426
Si 5.8008 1.1164 4.3426
Si 9.6679 1.1164 4.3426
Si 0 4.4654 4.3426
Si 3.8672 4.4654 4.3426
Si 7.7343 4.4654 4.3426
Si 1.9336 7.8145 4.3426
Si 5.8008 7.8145 4.3426
Si 9.6679 7.8145 4.3426
Si 0 11.1635 4.3426
Si 3.8672 11.1635 4.3426
Si 7.7343 11.1635 4.3426
Si 0 0 37.475
Si 3.8672 0 37.475
Si 7.7343 0 37.475
Si 1.9336 3.3491 37.475
Si 5.8008 3.3491 37.475
Si 9.6679 3.3491 37.475
Si 0 6.6981 37.475
Si 3.8672 6.6981 37.475
Si 7.7343 6.6981 37.475
Si 1.9336 10.0472 37.475
Si 5.8008 10.0472 37.475
Si 9.6679 10.0472 37.475
Si 0 0 39.8432
Si 3.8672 0 39.8432
Si 7.7343 0 39.8432
Si 1.9336 3.3491 39.8432
Si 5.8008 3.3491 39.8432
Si 9.6679 3.3491 39.8432
Si 0 6.6981 39.8432
Si 3.8672 6.6981 39.8432
Si 7.7343 6.6981 39.8432
Si 1.9336 10.0472 39.8432
Si 5.8008 10.0472 39.8432
Si 9.6679 10.0472 39.8432
Si 0 2.2327 40.6325
Si 3.8672 2.2327 40.6325
Si 7.7343 2.2327 40.6325
Si 1.9336 5.5818 40.6325
Si 5.8008 5.5818 40.6325
Si 9.6679 5.5818 40.6325
Si 0 8.9308 40.6325
Si 3.8672 8.9308 40.6325
Si 7.7343 8.9308 40.6325
Si 1.9336 12.2799 40.6325
Si 5.8008 12.2799 40.6325
Si 9.6679 12.2799 40.6325
Si 0.1414 -1.6021 25.287
Si 1.6611 1.9331 27.6774
Si 4.6798 -1.2007 28.4619
Si 5.6311 -2.3441 31.296
Si 10.5614 1.4245 31.2395
Si 14.4129 5.3621 33.2785
Si 2.6466 2.2276 30.7961
Si 4.5559 5.9628 26.9109
Si 3.0865 7.9929 22.657
Si -2.5708 5.5134 33.725
Si 3.8676 8.8604 33.5808
Si 11.6731 8.4523 33.471
Si -3.9557 8.1584 33.0625
Si 1.54 -1.9128 28.2417
Si 2.5248 6.514 29.0921
Si 5.0058 -0.8627 33.0471
Si 0.0972 5.0684 30.3777
Si 9.0725 1.8712 19.791
Si -5.1501 14.5312 28.841
Si 0.81 4.3278 32.6317
Si 7.7473 2.8758 26.4592
Si 0.1163 10.7744 33.0922
Si 0.9079 15.4609 32.3382
Si 13.8783 11.433 32.4365
Si -3.7766 -2.9072 32.3271
Si 8.0655 4.5892 30.0322
Si 9.3486 7.6937 27.5259
Si 6.5619 3.1908 31.1638
Si 5.0439 1.2663 22.1024
Si 7.3273 2.3914 33.285
Si 2.002 8.8258 29.8273
Si -1.5042 15.3308 27.9007
Si 10.1251 3.3281 29.8268
Si -1.2219 6.9966 30.4681
Si 9.1476 10.6391 26.4106
Si 9.6234 15.3402 33.3199
Si 1.7165 0.7416 34.1886
Si 6.3917 0.4587 34.3453
Si 9.7336 0.0572 34.6537
Si -0.8893 3.9653 34.2383
Si 4.8233 5.2235 34.5539
Si 7.0783 4.3919 34.4903
Si 2.0754 7.5173 34.2305
Si 5.6509 7.5324 34.34
Si 9.5875 7.7019 34.3708
Si 0.1662 12.3975 34.6632
Si 3.7162 11.0611 34.3337
Si 7.9118 11.975 34.3608
Si 1.9473 1.1448 36.5884
Si 5.8189 1.0662 36.6313
Si 9.6505 1.0678 36.7868
Si -0.0566 4.4192 36.5716
Si 3.9339 4.5208 36.6874
Si 7.7044 4.4417 36.7531
Si 1.9467 7.7568 36.6276
Si 5.802 7.8257 36.6902
Si 9.6615 7.8277 36.7113
Si 0.0323 11.203 36.7251
Si 3.8458 11.1792 36.6978
Si 7.7369 11.1829 36.6372
Si 0.0061 -0.0008 5.2024
Si 3.8706 -0.0067 5.118
Si 7.7292 -0.0126 5.2117
Si 1.9342 3.3391 4.9921
Si 5.8167 3.3635 5.1639
Si 9.6306 3.3441 5.1069
Si 0.0178 6.6912 5.0668
Si 3.8946 6.6924 5.2178
Si 7.7452 6.7061 5.0737
Si 1.9274 10.0594 5.0829
Si 5.7825 10.0595 5.1519
Si 9.6681 10.058 5.2014
Si -0.0045 0.0096 7.6348
Si 3.8807 -0.0206 7.4782
Si 7.7172 -0.0515 7.6591
Si 1.9039 3.3074 7.2838
Si 5.8692 3.4228 7.5651
Si 9.5404 3.3594 7.457
Si 0.1768 6.6447 7.383
Si 4.0645 6.6765 7.6636
Si 7.864 6.789 7.3987
Si 1.8874 10.0827 7.4177
Si 5.6955 10.0985 7.5358
Si 9.6513 10.0683 7.6311
Si -0.0781 2.3283 8.1495
Si 3.8631 2.2632 8.059
Si 7.6601 2.1697 8.5122
Si 2.0842 5.4504 8.1662
Si 3.8563 3.1576 11.051
Si 9.8067 5.6354 8.1329
Si 1.4078 4.7435 10.2959
Si 3.7665 8.9499 8.3063
Si 7.5342 8.7218 10.6175
Si 1.9716 12.2745 8.3995
Si 5.7193 12.2709 8.4958
Si 9.7014 12.2886 8.5172
Si -2.4221 8.5927 14.6224
Si 5.0163 -1.285 10.8643
Si 7.4731 6.2267 10.6301
Si 6.0297 10.2362 12.1633
Si 5.189 5.526 12.1147
Si 7.1373 2.1676 17.4406
Si 0.0233 8.8503 8.2092
Si 0.0527 13.6618 15.7225
Si 2.632 11.6443 10.6638
Si 7.433 14.9955 10.9617
Si 5.3999 14.1637 12.135
Si 14.5174 9.2867 10.4935
Si -1.908 -0.6619 10.912
Si 10.5902 -4.8356 17.4012
Si 6.4011 -2.5566 17.5088
Si -4.5393 10.9461 14.4365
Si 8.2544 9.9855 21.4629
Si 12.2753 8.6063 10.464
Si 4.7578 14.5653 19.2231
Si 0.2448 6.4463 11.3319
Si 4.2249 8.6175 12.3192
Si -1.5095 9.8719 11.9587
Si -0.1937 15.1799 11.9642
Si 9.802 5.3919 10.4782
O 18.4077 -21.0696 12.0854
O 16.8647 4.1809 31.4437
O 7.9615 10.5107 25.3306
O -1.3486 -19.8509 26.4177
O -1.5319 40.372 15.3912
O -30.3169 -6.4128 19.1625
O 16.506 -22.3684 10.9089
O 2.3434 24.7438 17.8611
O 15.3859 -11.1547 9.7236
O -3.6691 -1.03 14.548
O 14.946 -1.4521 13.9513
O -7.3383 16.111 19.534
O -14.024 -4.0951 27.3342
O -1.1685 -5.239 24.1694
O 21.7015 34.216 28.9058
O 26.2811 1.1037 14.6435
O 16.6783 13.7878 28.3662
O 26.9755 -24.4848 25.1726
O 1.9654 16.7394 26.9098
O 7.6666 13.4694 29.1295
O 8.9563 25.3759 27.3211
O 5.8978 -8.4897 20.2138
O 25.0566 6.293 18.9953
O -10.3784 18.884 29.1881
Si 3.1026 0.813 25.314
Si 3.6265 9.7241 31.4105
Si -3.4991 18.8353 23.0063
Si 6.1304 5.6575 8.5057
Si -0.4404 16.7256 10.2408
Si 7.2742 5.5003 27.9279
Si -1.348 0.4247 23.43
Si -3.1289 12.3435 19.3804
Si 8.5183 5.4205 15.0476
Si 15.2852 4.5332 31.1773
Si 10.6839 -0.8357 30.1052
Si 0.639 18.5999 19.1397
Si 10.3027 5.8998 21.2792
Si 2.1691 9.0401 14.6654
Si -6.1894 12.0687 25.6061
Si 3.6033 4.4889 14.6333
Si 12.126 -0.7002 21.0482
Si -8.4915 13.6919 32.3045
Si 3.7445 -1.1887 17.6968
Si 1.5349 5.6807 23.9055
Si 1.7493 11.7823 13.6043
Si -1.5075 -2.7203 31.4106
Si 19.3781 8.423 18.9126
Si 13.4057 1.9967 14.2333
Si 2.0055 4.0171 21.4423
Si 7.2358 0.7004 24.3575
Si 14.7309 3.6765 25.8111
Si 10.9975 18.9304 16.6354
Si 1.0943 -3.2007 22.7317
Si 6.0552 4.1697 16.4631
Si 1.2417 6.2662 14.4104
Si -3.1215 0.4088 15.1434
Si 10.9061 8.6154 22.6664
Si 11.5899 8.7735 31.154
Si 18.477 9.9569 24.2752
Si -2.7162 16.2241 13.2678
Si 16.4105 3.7839 20.6839
Si -2.1192 3.0695 21.9878
Si 10.3656 6.6644 24.8389
Si 14.5478 7.3948 19.5162
Si 7.6296 8.9943 8.258
Si 8.4925 -7.0476 31.6218
Si 5.8027 6.0319 19.008
Si -0.3936 -0.0607 18.8455
Si 14.2628 1.0907 22.4736
Si 1.9195 9.7589 17.6619
Si -2.4475 -0.2213 28.4467
Si 4.0496 -0.17 14.6729
Si 17.3238 7.1455 24.1334
O -13.2416 -1.1293 18.7064
O -4.1421 -8.9183 26.6234
O 12.6155 25.1904 26.7001
O 7.8438 27.7826 16.5315
O 10.5124 4.3384 21.782
O 34.0683 26.4893 22.0818
O -24.2356 1.4426 19.2024
O 6.9267 -11.2175 27.6918
O -7.4869 -0.434 25.2281
O 0.543 -1.1704 29.3251
O 25.7423 31.4685 24.6878
O 25.1158 13.5017 21.4074
O 3.6287 -7.6523 30.0517
O 14.2183 8.8266 18.8014
O 11.5821 9.8516 11.3343
O 18.4822 22.7201 17.8833
O 17.8575 24.3542 15.8801
O 33.7219 24.1675 25.5627
O -8.7889 -5.8614 21.1269
O -18.843 4.3862 26.5677
O 0.3001 -0.0198 17.3338
O 12.4748 -29.0788 21.3654
O 1.3731 -3.1644 13.8953
O 6.0858 1.9162 30.2209
O -3.6977 20.3582 27.5475
O 9.7174 -3.9228 21.9481
O 16.5373 11.179 18.1463
O 0.0748 1.6195 27.6014
O 16.1777 17.2487 15.7835
O 21.5369 22.4207 15.9895
O 24.3784 17.3518 20.0436
O 6.9713 5.103 15.4537
O 8.2079 29.4807 18.6164
O 17.2263 -8.2441 17.6744
O 24.2888 -18.9538 14.7718
O 11.7219 5.7826 24.6733
O 4.9695 20.1024 25.5156
O -0.4917 -13.5424 24.7454
O -0.6671 13.6959 11.4082
O 15.105 18.0064 21.1753
O -1.1729 2.3542 13.1499
O -3.4384 3.812 22.6947
O -8.4186 -6.7996 27.5716
O 5.2864 27.3289 20.643
O 5.5048 11.5992 29.7315
O -15.7563 11.8934 18.1981
O 20.9671 -10.7662 26.5892
O -4.3159 10.2332 22.7351
O 24.225 -2.2492 24.0769
O 7.1804 20.2966 18.873
O 8.1427 2.8476 11.8072
O -4.8685 8.3588 24.5257
O -9.3693 1.9206 29.2
O -0.4586 20.4426 17.2236
O 12.4137 -14.1538 14.6539
O 20.4901 -9.0612 13.8827
O 24.4528 28.4011 12.7374
O 28.7114 10.8086 24.5737
O 21.7238 -17.7157 13.383
O 13.6616 15.9735 22.1616
O -18.6801 20.4081 11.9538
O 21.8495 2.0389 23.047
O 11.7846 17.9826 17.6994
O 7.5743 22.3045 20.4531
O 3.0599 -14.7561 28.5447
O 5.9226 1.303 18.1148
O 14.2162 -3.8405 22.7592
O 5.3981 29.6671 21.9063
O -2.2239 -4.8439 18.5218
O 14.166 9.4029 16.2
O 8.1391 1.6465 14.1161
O -14.0686 9.012 10.975
O 13.291 25.4974 11.9905
O 11.8762 22.9347 17.7438
O 2.1794 -6.2302 23.7417
O 9.1019 -7.5857 24.2544
O -2.9387 -13.2537 23.7667
O 11.7258 18.795 15.1973
O 31.9904 6.9841 14.5693
O -7.2798 2.0541 12.1764
O 8.3027 0.1893 11.142
O -2.1679 5.1314 16.386
O -0.7482 19.2553 19.7487
O 5.2504 -1.9316 27.114
O 2.1556 14.0653 23.9883
O -7.9836 0.1434 18.6537
O 18.9136 -11.2026 25.0411
O 14.3691 5.8755 14.9006
O 4.6588 4.7876 13.4397
O -3.2019 11.3892 20.68
O 17.7277 0.6838 23.1634
O 15.7936 12.8029 16.2335
O -3.369 -12.9386 19.9735
O -8.0941 -4.753 13.8125
O -10.7464 6.12 12.8476
O 17.3033 5.9458 28.061
O 16.9738 0.2309 13.7553
O -23.6609 7.1645 21.9089
O -9.9685 9.8572 28.5424
O 21.2132 -1.9533 11.96
O 1.3075 -8.3093 22.4219
O 6.5957 -20.8481 23.4127
O -2.8915 -7.2067 21.6435
O 2.3552 -12.6259 26.7556
O 14.0533 17.3277 11.3278
O -4.8857 13.0577 25.5098
O 13.9672 3.5102 14.2513
O 12.2537 1.7528 15.3751
O -6.9552 7.7356 23.0522
O 7.8465 22.9012 14.508

Results
free energy: -229398.705 eV
free energy less fixed offsets of O -568.88, Si -635.61 eV per atom: 13.225 eV

Forces (eV/angstrom), in the order of the atoms: element, x, y, z
Si 0.0391 0.121 0.0189
Si -0.0712 0.0079 0.0624
Si 0.0083 0.0383 0.0008
Si -0.0328 -0.0225 0.0423
Si 0.0334 -0.0596 -0.0443
Si 0.012 -0.0421 0.0074
Si -0.038 -0.0286 0.0467
Si 0.0116 0.0691 -0.0422
Si 0.004 0.013 0.041
Si 0.0746 -0.0126 -0.0377
Si -0.0929 -0.0431 0.0107
Si 0.0367 -0.0152 -0.0341
Si -0.0487 -0.1456 -0.0105
Si 0.0741 0.0108 -0.0251
Si -0.0188 -0.0961 -0.0315
Si -0.1018 -0.0395 0.0269
Si 0.1074 0.082 -0.015
Si -0.0655 0.0281 0.0186
Si 0.163 -0.0223 -0.0411
Si -0.0675 0.0243 -0.0346
Si 0.0623 0.0966 -0.0224
Si -0.0847 0.0644 -0.0163
Si 0.013 0.0016 0.073
Si 0.0119 0.0179 -0.023
Si -0.1023 -0.411 -0.1612
Si 0.1613 0.0324 0.3593
Si -0.0517 -0.2181 0.3543
Si -0.2975 -0.0726 -0.3505
Si 0.3651 0.2411 0.0627
Si -0.1592 0.0479 -0.3876
Si 0.3898 -0.0407 0.0376
Si -0.1386 0.0891 0.1043
Si 0.1242 0.252 -0.0004
Si -0.1846 0.1592 0.1039
Si 0.0053 0.0171 -0.3053
Si 0.0081 0.0325 0.3653
Si 0.3307 0.3657 0.981
Si -0.1111 0.1329 -0.3128
Si -0.3062 -0.2803 0.9033
Si -0.0442 0.1969 -1.1286
Si -0.1201 -0.4598 0.4191
Si -0.0743 -0.2398 -0.0929
Si -0.0486 -0.3709 -0.6046
Si 0.1788 0.2634 0.6178
Si -0.1342 0.0195 0.1209
Si 0.0851 -0.3123 -0.3173
Si 0.052 0.2289 -0.4071
Si -0.0385 0.377 -0.3698
Si 0.2049 0.1893 0.0013
Si -0.0296 0.0288 0.0581
Si -0.1099 -0.0752 -0.0457
Si 0.0027 0.0633 0.1134
Si -0.0667 -0.2557 0.0052
Si -0.0517 -0.0729 0.0583
Si 0.0099 -0.1464 0.046
Si -0.0095 0.1491 -0.0242
Si -0.0152 0.0057 -0.0117
Si -0.0051 -0.1161 0.0116
Si 0.0071 0.0481 0.0439
Si 0.0263 0.0902 0.0463
Si -0.05 -0.1312 0.0098
Si 0.082 0.0073 0.0025
Si -0.0133 -0.0385 0.051
Si 0.0437 0.0288 -0.0328
Si -0.0314 0.0557 -0.0468
Si -0.0264 0.0291 -0.0417
Si 0.0458 0.0512 -0.0754
Si -0.0087 -0.0785 0.0333
Si -0.0106 -0.027 -0.0463
Si -0.0732 0.0485 -0.016
Si 0.0798 0.055 0.0228
Si -0.0229 0.0286 -0.0138
Si 0.0151 0.0299 0.0004
Si 0.006 -0.026 0.0072
Si 0.0111 0.0462 0.0061
Si 0.0186 -0.0524 0.0627
Si -0.0397 -0.0383 -0.0498
Si 0.0942 0.0035 -0.2824
Si 0.2155 -0.1656 0.0192
Si -0.0197 0.0098 0.0163
Si -0.0123 0.0125 -0.0023
Si 0.0656 -0.1196 0.1427
Si -0.0381 -0.046 -0.0027
Si 0.0356 -0.0319 0.0102
Si 0.008 0.0354 0.0041
Si -0.0032 -0.0079 -0.0031
Si -0.0421 0.0381 0.0274
Si 0.0681 -0.0216 -0.0357
Si 0.0908 -0.0128 0.0001
Si 0.0092 0.036 0.0212
Si -0.0033 -0.0116 0.0066
Si -0.343 0.1841 0.3551
Si -0.0395 -0.0394 0.01
Si 0.0164 0.006 -0.0484
Si 0.0024 -0.1023 -0.1096
Si -0.0155 -0.0595 0.0231
Si -0.055 -0.0011 -0.0162
Si -0.0066 0.0584 0.0004
Si 0.0075 0.0248 -0.0811
Si -0.1103 -0.0529 0.0276
Si -0.0364 -0.0109 0.0173
Si 0.0044 0.0029 -0.0039
Si 0.0351 -0.0182 0.0414
Si 0.0086 -0.0341 -0.0425
Si -0.013 -0.0097 0.0407
Si 0.052 0.0214 0.0691
Si 0.01 0.0444 0.0116
Si -0.0597 0.0236 0.0857
Si -0.0715 0.0185 0.0663
Si 0.0326 0.0339 0.0175
Si -0.0719 0.0937 -0.0138
Si 0.1035 0.1736 -0.0742
Si -0.0908 0.0041 0.0942
Si 0.0205 -0.0093 -0.025
Si -0.0005 -0.0117 0.0345
Si 0.0264 -0.0298 -0.0091
Si -0.0167 -0.0067 0.0072
Si -0.0156 -0.0599 0.043
Si -0.0075 -0.0316 0.0546
Si -0.0181 -0.0059 -0.0112
Si -0.0133 -0.0128 0.0392
Si 0.0062 0.0084 -0.0209
Si -0.0046 0.0254 -0.0377
Si -0.0406 -0.0177 -0.0159
Si 0.0576 -0.0037 0.0094
Si 0.0112 0.0082 -0.0272
Si -0.0194 0.0412 -0.0062
Si 0.0032 -0.0127 -0.0139
Si 0.0002 -0.0112 0.0003
Si 0.0023 0.0277 -0.0048
Si -0.0205 -0.0122 -0.0351
Si 0.0088 0.0141 -0.0006
Si -0.0006 -0.0035 0.0078
Si -0.0037 -0.014 0.0086
Si -0.0054 0.0031 0.0089
Si -0.0135 0.0088 0.0132
Si 0.0067 -0.0007 0.0158
Si 0.0354 0.0048 0.0025
Si -0.0128 -0.0038 -0.0101
Si -0.0058 0.0002 0.0094
Si -0.0104 -0.0007 0.0079
Si 0.0072 -0.0071 0.0176
Si 0.0144 -0.0069 0.003
Si -0.0032 -0.0027 0.0134
Si 0.0084 -0.008 0.0053
Si 0.0011 -0.004 0.0052
Si 0.0064 0.014 0.0073
Si 0.007 0.0004 0.0066
Si -0.0004 0.0155 0.0209
Si 0.0041 0.0029 0.0044
Si -0.0198 0.0211 0.0084
Si -0.0054 -0.0132 -0.0084
Si -0.0123 0.0002 -0.0017
Si -0.0129 -0.011 -0.0289
Si 0.0073 -0.0055 -0.008
Si -0.0017 -0.0142 -0.0184
Si -0.0167 -0.0086 0.0065
Si 0.005 -0.0127 -0.0176
Si -0.0144 0.0002 -0.03
Si 0.022 0.0126 0.0093
Si 0.0796 -0.0154 0.0405
Si 0.0007 -0.0063 0.0003
Si -0.0158 0.0439 0.0121
Si -0.013 -0.0249 -0.0104
Si -0.0258 -0.0513 0.0951
Si -0.0108 0.0133 -0.0106
Si 0.018 0.0084 -0.0076
Si 0.0043 0.0184 -0.0078
Si -0.0051 0.0158 -0.0299
Si -0.0363 0.0137 0.01
Si 0.0071 0.07 -0.0736
Si 0.0758 0.0031 -0.0365
Si -0.0075 0.0067 -0.0441
Si -0.0014 -0.0152 0.0411
Si 0.028 0.002 0.0021
Si -0.0145 -0.0292 0.0152
Si 0.0561 -0.0514 -0.0031
Si -0.0061 -0.0368 0.0555
Si -0.0324 0.0502 0.0143
Si 0.0085 0.0761 0.0223
Si -0.0246 -0.0451 0.0465
Si 0.0027 0.0099 -0.0115
Si 0.0059 0.0215 -0.0186
Si -0.0239 0.0598 -0.0026
Si 0.0582 0.0378 0.0002
Si -0.0336 -0.0431 0.0007
Si 0.006 -0.0122 0.0002
Si -0.0201 -0.02 -0.0058
Si 0.0197 -0.0653 -0.0151
Si -0.031 0.0272 0.0074
Si -0.0104 -0.0674 0.0485
Si 0.0283 0.0198 0.0442
O -0.0275 0.0047 0.0078
O 0.2019 -0.0669 -0.0612
O 0.0054 -0.0053 -0.0062
O -0.0397 0.0386 0.0194
O 0.0136 0.0128 0.0005
O -0.0041 -0.0043 0.0024
O -0.0184 0.0125 0.0203
O -0.0008 -0.0151 -0.0006
O -0.0087 0.001 -0.0275
O 0.0099 0.0224 0.009
O -0.0182 0.0004 0.0043
O 0.0003 0.0113 0.005
O 0.0043 -0.0543 0.0041
O -0.0126 -0.0337 -0.0121
O 0.0229 -0.038 0.0643
O -0.0134 0.002 -0.0021
O 0.0121 -0.03 0.0038
O -0.0019 0.0154 -0.0006
O -0.0052 -0.0037 -0.0152
O 0.0265 0.0412 -0.0182
O 0.0322 0.0098 0.0158
O 0.0032 0.0225 -0.0068
O -0.0002 0.0084 0.0053
O -0.0513 0.0226 0.0134
Si 0.0165 -0.0137 -0.0129
Si 0.0061 -0.0068 -0.0479
Si -0.0104 -0.0346 -0.0094
Si -0.0015 -0.0262 0.0142
Si 0.0402 -0.0005 -0.0362
Si -0.0127 -0.0064 -0.0028
Si -0.0022 0.0142 -0.015
Si 0.0159 0.0174 -0.002
Si -0.0059 0.0053 -0.0172
Si -0.1865 0.0796 0.252
Si -0.0199 0.0263 -0.043
Si -0.0013 -0.0128 0.0156
Si -0.0021 -0.0342 -0.003
Si -0.0145 0.0283 0.0028
Si 0.0056 0.0275 0.0086
Si 0.0233 -0.004 -0.0046
Si 0.0275 0.0071 0.0146
Si 0.1635 0.0662 -0.1528
Si 0.0011 0.0255 -0.0091
Si 0.0037 -0.0004 -0.002
Si -0.009 0.0046 -0.0114
Si -0.0038 0.0337 -0.015
Si -0.0151 -0.0036 -0.0141
Si 0.0334 -0.0096 -0.0004
Si 0.0073 -0.0312 0.0046
Si 0.011 -0.0002 -0.0206
Si -0.0026 -0.0208 0.0098
Si -0.0038 0.0094 0.0053
Si -0.0142 0.0389 -0.0403
Si -0.0099 -0.0271 -0.0104
Si 0.0147 0.019 -0.0484
Si -0.023 -0.0232 -0.0135
Si -0.0059 0.0807 0.0067
Si -0.0042 0.0184 -0.0614
Si 0.0152 0.0057 0.011
Si -0.0556 -0.0084 -0.0002
Si -0.0017 -0.0205 -0.0013
Si -0.0027 -0.0573 -0.0261
Si -0.0259 0.0061 -0.0044
Si 0.0085 0.0034 0.0009
Si 0.0188 -0.0165 -0.0162
Si -0.0654 0.0366 -0.0896
Si 0.0027 -0.004 0.0084
Si -0.0098 0.008 0.0465
Si 0.0229 -0.0036 -0.0502
Si 0.0017 0.0174 0.0073
Si -0.0302 -0.0784 0.0051
Si 0.0361 -0.0113 -0.0115
Si 0.0079 -0.0127 -0.0042
O -0.0188 -0.0189 0.0056
O 0.0095 0.0114 0.0062
O 0.0154 -0.004 0.0047
O 0.0054 0.0085 -0.015
O 0.0179 0.0412 0.0013
O -0.0058 -0.0072 0.0102
O 0.0087 -0.0164 -0.0142
O 0.0303 -0.0082 0.0043
O -0.0022 0.001 0.0049
O -0.0047 -0.0086 -0.0227
O -0.0018 0.0054 -0.0045
O -0.0148 -0.0083 -0.0049
O 0.0744 0.0338 -0.1136
O -0.0044 -0.0044 0.0016
O 0.0548 0.0012 -0.0038
O 0.0069 -0.0061 0.0117
O -0.0002 -0.012 0.0492
O -0.0336 -0.0199 0.0078
O 0.0031 -0.0037 -0.0144
O 0.0144 0.0069 -0.0082
O 0.0152 0.0062 -0.0418
O -0.0142 -0.0232 0.0018
O 0.0233 -0.026 0.0237
O -0.0158 0.0033 -0.0394
O 0.0154 0.003 -0.0039
O -0.0406 -0.0103 -0.0008
O -0.0067 -0.0097 0.0076
O 0.0009 0.0201 0.0179
O -0.0255 -0.0032 -0.0098
O 0.0039 -0.0053 0.0079
O 0.0077 0.0149 -0.0009
O 0.0231 0.0139 -0.0013
O -0.0171 0.0142 -0.0277
O 0.0051 0.004 -0.007
O 0.0037 -0.0172 -0.0033
O -0.0052 0.011 -0.0151
O 0.002 -0.0062 0.001
O 0.0053 -0.0259 -0.0018
O 0.0201 0.0407 0.0004
O -0.01 0.004 -0.0023
O 0.0241 -0.0055 -0.0263
O -0.0153 0.0329 0.0124
O 0.0314 -0.0118 -0.0477
O 0.0045 0.002 0.0004
O -0.014 0.0217 -0.0351
O 0.0093 -0.0206 0.0118
O 0.0176 -0.0185 0.0307
O 0.0268 -0.0128 -0.0166
O -0.0084 -0.0073 0.0008
O 0.0032 0.0032 0.0013
O -0.0027 -0.019 0.0076
O -0.0059 0.0062 -0.0073
O -0.0267 -0.0048 -0.0628
O -0.0037 -0.0109 0.0016
O -0.0005 0.0031 0.009
O 0.0051 0.007 0.0121
O -0.01 0.0252 -0.0183
O 0.004 -0.0142 -0.0139
O -0.0056 -0.001 0.0091
O -0.0037 0.0268 -0.0038
O 0.0267 -0.0316 -0.0065
O 0.0011 -0.0044 0.0113
O -0.0016 0.0021 -0.0091
O 0.0207 0.0081 0.0007
O 0.0062 0.0063 -0.0186
O 0.0044 0.0139 -0.013
O 0 -0.0104 0.0022
O -0.0046 0.0131 -0.0156
O 0.0079 -0.0011 0.0038
O -0.0035 -0.0037 -0.0147
O 0.0275 0.0085 -0.0163
O -0.0341 -0.0162 -0.0424
O -0.0387 0.0163 0.0534
O -0.0015 -0.0127 -0.0004
O -0.0014 -0.0123 -0.002
O 0.0487 0.0314 0.017
O -0.0104 -0.0069 -0.0006
O 0.007 -0.0047 -0.0025
O -0.0013 -0.0188 0.0105
O -0.0036 -0.0026 -0.0419
O -0.0144 0.0235 -0.0122
O 0.0059 0.0035 -0.0014
O 0.0001 0.0057 -0.0071
O -0.0023 -0.0082 0.0062
O -0.016 -0.0059 0.0136
O -0.0019 -0.0052 -0.0044
O 0.0056 0.0125 0.0108
O -0.0065 0.0011 0.0078
O -0.0005 0.0205 -0.0074
O -0.0149 -0.0518 0.0131
O 0.0281 -0.0058 0.022
O -0.0082 0.003 -0.0024
O -0.0055 -0.0332 -0.0087
O -0.0344 0.0159 0.0338
O -0.0025 0.008 0.0005
O 0.0105 -0.0051 0.0045
O 0.0044 -0.0186 0.0171
O -0.0047 -0.0107 -0.0092
O -0.0156 0.0304 -0.0377
O -0.0024 0.0199 -0.015
O 0.0045 0.0089 0.0082
O -0.0064 0.0133 -0.0041
O -0.002 0.0069 -0.0023
O 0.0039 0.0052 -0.0183
O -0.0111 -0.0184 0.0131
O -0.0127 -0.0126 -0.0099
O -0.0089 -0.0071 0.0103
O -0.0018 0.0117 -0.003
O 0.0122 -0.0043 0.0031
O 0.0081 -0.03 -0.0048

The program warned: the cutoff lies below the one the program advises for these potential files; the exchange-correlation potential is rough where the density is thin.
